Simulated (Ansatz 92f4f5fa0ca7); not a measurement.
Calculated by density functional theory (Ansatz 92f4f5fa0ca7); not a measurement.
Periodic cell of 285 atoms, Si195O90, from a study of silicon, its oxide and their interface. The atomic structure is a simulated model.
Doubt: the cutoff is far below the 930 eV that the study's wrapper takes by default for these files, so forces and energies are approximate.
This geometry differs little from another in the collection (a relaxation step or a small displacement).

Settings
functional: PBE
potential files: Ansatz PAW
basis: plane waves
wave-function cutoff: 580 eV
density cutoff ratio: 5
exchange-correlation grid ratio: 1
k mesh: 1 x 1 x 1, Gamma-centred
self-consistency stop: 5e-08 eV per atom in the density residual
occupations: fixed
spin: none
net charge: 0

Cell vectors (angstrom)
a	11.6015	0	0
b	0	10.938	0
c	0	0	40.4794

Atoms and the computed forces on them: element, x, y, z (angstrom), force x, y, z (eV/angstrom)
Si	0	0	0.9665	0.0016	0.0161	-0.0044
Si	3.8672	0	0.9665	-0.0004	0.0271	0.0057
Si	7.7343	0	0.9665	-0.0007	0.0872	0.0045
Si	1.9336	1.3673	0.9665	-0.0072	-0.0191	-0.0037
Si	5.8008	1.3673	0.9665	-0.0086	-0.0384	0.0019
Si	9.6679	1.3673	0.9665	0.0139	-0.0402	-0.0085
Si	0	5.469	0.9665	-0.0001	0.0225	0.0066
Si	3.8672	5.469	0.9665	-0.011	0.0559	-0.0046
Si	7.7343	5.469	0.9665	0.0117	0.0294	-0.0007
Si	1.9336	6.8362	0.9665	-0.0039	-0.0303	0.0014
Si	5.8008	6.8362	0.9665	0.008	-0.0906	-0.0022
Si	9.6679	6.8362	0.9665	-0.0008	-0.0007	0.0076
Si	1.9336	2.7345	39.5123	0.0201	0.0208	0.0018
Si	5.8008	2.7345	39.5123	0.0081	0.026	0.0074
Si	9.6679	2.7345	39.5123	-0.01	0.036	0.015
Si	0	4.1018	39.5123	-0.007	-0.0124	0.0071
Si	3.8672	4.1018	39.5123	0.0076	-0.0604	-0.004
Si	7.7343	4.1018	39.5123	0.0086	-0.0197	0.0034
Si	1.9336	8.2035	39.5123	0.0051	0.0135	0.0177
Si	5.8008	8.2035	39.5123	-0.011	0.119	-0.0467
Si	9.6679	8.2035	39.5123	0.0193	-0.0323	0.0251
Si	0	9.5708	39.5123	0.007	-0.0148	0.0102
Si	3.8672	9.5708	39.5123	-0.0014	-0.0046	0.0091
Si	7.7343	9.5708	39.5123	0.0196	-0.101	-0.033
Si	0	0	4.8337	-0.0022	0.0296	-0.1242
Si	3.8672	0	4.8337	0.0089	0.0663	0.0014
Si	7.7343	0	4.8337	-0.0484	0.0768	0.1289
Si	1.9336	1.3673	4.8337	0.0157	0.0159	-0.0913
Si	5.8008	1.3673	4.8337	-0.0068	-0.006	0.0779
Si	9.6679	1.3673	4.8337	-0.0356	-0.0474	-0.0068
Si	0	5.469	4.8337	-0.0171	0.0318	-0.0316
Si	3.8672	5.469	4.8337	0.0263	0.1047	0.0166
Si	7.7343	5.469	4.8337	-0.0341	0.0372	0.0154
Si	1.9336	6.8362	4.8337	0.0131	-0.0234	0.0317
Si	5.8008	6.8362	4.8337	0.0088	-0.0074	0.1295
Si	9.6679	6.8362	4.8337	-0.0589	-0.0193	-0.0477
Si	1.9336	2.7345	2.9001	-0.0115	-0.0038	-0.0192
Si	5.8008	2.7345	2.9001	-0.0008	0.0466	0.015
Si	9.6679	2.7345	2.9001	-0.0027	0.0287	-0.0041
Si	0	4.1018	2.9001	-0.0018	-0.0079	-0.0187
Si	3.8672	4.1018	2.9001	0.0013	-0.0521	0.0043
Si	7.7343	4.1018	2.9001	-0.0098	-0.0316	0.0087
Si	1.9336	8.2035	2.9001	-0.0119	0.0281	0.0007
Si	5.8008	8.2035	2.9001	-0.0025	0.0819	0.0148
Si	9.6679	8.2035	2.9001	0.0032	-0.0012	-0.0052
Si	0	9.5708	2.9001	0.0022	0.0123	-0.0287
Si	3.8672	9.5708	2.9001	-0.0086	-0.0254	0.0018
Si	7.7343	9.5708	2.9001	-0.003	-0.0839	0.0114
Si	0.4854	-0.1693	29.7598	-0.0119	0.0051	-0.0129
Si	4.4953	0.7723	30.4895	-0.0086	-0.0117	-0.011
Si	10.1478	1.2537	29.768	-0.0371	-0.0311	0.0073
Si	2.3089	1.3688	29.9092	0.0073	-0.0027	-0.0316
Si	5.767	0.9646	28.5543	0.0019	-0.0179	-0.0021
Si	8.4984	-0.4051	29.4959	0.0548	0.0038	0.0409
Si	-2.4229	6.1486	30.6242	0.0557	-0.0329	-0.0591
Si	1.3786	7.0278	29.9555	-0.0069	-0.0061	-0.0156
Si	8.4416	6.1148	28.4436	0.0669	0.0231	0.06
Si	3.1115	5.4267	29.683	0.0049	-0.0214	-0.0539
Si	5.6361	7.3075	29.2405	0.0202	0.0635	0.1307
Si	11.3096	5.3766	30.1153	-0.1292	0.0552	0.077
Si	1.9414	2.6547	31.853	-0.0867	0.024	0.0399
Si	5.412	2.6652	31.7116	-0.0345	-0.0242	0
Si	9.8439	2.5683	31.7811	-0.0118	0.007	-0.0185
Si	0.0618	3.9936	31.9331	0.1134	-0.0407	0.016
Si	3.6484	4.226	31.7364	0.0118	0.004	0.041
Si	8.1406	4.2115	31.7035	0.0742	0.051	0.0247
Si	2.0222	8.3038	31.8297	0.0004	0.0177	0.0135
Si	5.9139	8.162	31.5146	0.0054	0.0011	-0.0352
Si	9.6788	8.1229	31.8701	0.0005	0.017	-0.0111
Si	0.0469	9.5629	31.7955	-0.0259	-0.0266	-0.0019
Si	4.0722	9.6592	31.7381	0.0333	-0.0223	0.0076
Si	7.8358	9.5456	31.6092	-0.0219	-0.0199	-0.0067
Si	-0.013	-0.0388	33.7414	-0.008	0.0144	0.0139
Si	3.9311	-0.0452	33.7607	-0.0617	0.0089	0.0071
Si	7.7097	0.0029	33.5852	0.0021	-0.0122	-0.0131
Si	1.9573	1.2725	33.7487	0.0667	0.0169	-0.0102
Si	5.7924	1.4318	33.7131	-0.0101	-0.0015	0.0096
Si	9.6612	1.3126	33.7394	0.0016	-0.0064	-0.0036
Si	0.0671	5.5076	33.7569	-0.0189	-0.0022	-0.0135
Si	3.898	5.5114	33.687	-0.0017	-0.0024	-0.0124
Si	7.7973	5.409	33.7239	0.007	-0.0029	0.0065
Si	2.0003	6.8974	33.7412	-0.0013	-0.0135	0.0069
Si	5.8748	6.8118	33.5436	0.0064	0.0159	-0.003
Si	9.709	6.8287	33.8215	0.0109	-0.0023	0.0077
Si	1.9636	2.7207	35.6363	-0.0051	-0.0061	-0.0032
Si	5.8216	2.7421	35.6662	-0.0013	0.0036	-0.0003
Si	9.6807	2.7355	35.6402	0.0064	0.0042	0.0068
Si	0.0339	4.0939	35.6519	0.0056	0.001	0.0081
Si	3.8936	4.1133	35.622	-0.0075	-0.0087	0.0033
Si	7.7466	4.0927	35.6717	0.0037	0.0029	-0.0034
Si	1.9549	8.2201	35.6769	0.0003	0.0004	0.0042
Si	5.8365	8.156	35.5705	-0.0092	-0.018	0.0054
Si	9.6635	8.2345	35.6907	0.0003	0.0024	-0.0004
Si	0.0123	9.5561	35.6697	-0.0036	-0.0039	0.008
Si	3.9117	9.5333	35.6736	0.0093	0.0017	0.0028
Si	7.7185	9.5926	35.5859	0.0074	0.0108	0.0106
Si	0	0	37.5787	0.0073	0.0844	0.0502
Si	3.8672	0	37.5787	0.1162	-0.022	0.0686
Si	7.7343	0	37.5787	-0.0709	0.0322	-0.2894
Si	1.9336	1.3673	37.5787	0.0438	-0.0236	-0.0068
Si	5.8008	1.3673	37.5787	-0.0207	-0.0542	0.1213
Si	9.6679	1.3673	37.5787	0.0456	-0.0193	-0.0286
Si	0	5.469	37.5787	0.0355	-0.007	0.0189
Si	3.8672	5.469	37.5787	-0.0036	0.015	-0.082
Si	7.7343	5.469	37.5787	0.0205	0.0684	0.1536
Si	1.9336	6.8362	37.5787	0.0168	-0.0835	0.1048
Si	5.8008	6.8362	37.5787	0.0816	-0.0969	-0.311
Si	9.6679	6.8362	37.5787	-0.0904	-0.0101	0.1899
Si	1.9396	2.7601	6.7414	-0.0003	-0.0021	-0.0056
Si	5.7853	2.7358	6.783	0.0011	0.0006	-0.0047
Si	9.6414	2.7388	6.761	0.0001	-0.003	-0.0046
Si	-0.0215	4.0986	6.7592	0.0037	0.0032	-0.008
Si	3.8709	4.1224	6.7765	-0.0008	0.0019	-0.0027
Si	7.7155	4.109	6.7752	-0.001	0.0015	-0.0059
Si	1.9349	8.2097	6.7686	-0.0022	-0.0004	-0.0068
Si	5.7882	8.2077	6.7908	0.0003	-0.0037	-0.0068
Si	9.6345	8.2192	6.7486	0.0021	-0.0025	-0.0044
Si	-0.0163	9.5585	6.7407	-0.0025	0.0004	-0.003
Si	3.864	9.5778	6.7673	0.0003	0.0025	-0.004
Si	7.7105	9.5932	6.7993	0.0014	0.0021	-0.0052
Si	-0.0076	0.0527	8.6062	-0.0006	-0.0006	-0.0045
Si	3.8657	-0.0222	8.7197	-0.0041	-0.0038	-0.0071
Si	7.6936	0.0293	8.7574	0.0019	-0.003	-0.0049
Si	1.9375	1.3625	8.6319	0.0009	0.0019	-0.0021
Si	5.7729	1.3807	8.7363	-0.0001	-0.0027	-0.0063
Si	9.6377	1.3862	8.7017	0.0019	0.0016	-0.0091
Si	-0.0371	5.5273	8.6435	-0.0026	-0.0005	-0.0058
Si	3.8722	5.4715	8.7346	-0.0014	-0.0066	-0.0102
Si	7.6948	5.4908	8.7029	-0.0011	0.0009	-0.0055
Si	1.9192	6.8195	8.6883	0.0021	0.001	-0.0071
Si	5.7943	6.857	8.7516	0.003	-0.0016	-0.0097
Si	9.6198	6.878	8.6849	0.0016	0.0038	-0.011
Si	1.8637	2.7706	10.5073	-0.0009	-0.0059	0.0059
Si	5.7834	2.6499	10.7432	0.0041	-0.0114	0.0116
Si	9.6263	2.8827	10.5408	-0.0036	-0.0051	0.0153
Si	-0.0199	4.1968	10.5645	0.0013	0.0086	0.014
Si	3.839	4.0483	10.6397	-0.0061	0.0063	0.0142
Si	7.6552	4.1474	10.6508	-0.0034	0.009	0.0179
Si	1.8723	8.1639	10.6222	-0.0009	-0.0146	0.0184
Si	5.8369	8.1313	10.7726	0.0035	-0.0109	0.0204
Si	9.6343	8.3944	10.5117	0.0052	-0.0049	0.0146
Si	0.0172	9.6641	10.5195	-0.0027	0.0104	0.0092
Si	3.8593	9.4152	10.5806	0.0034	0.0062	0.0142
Si	7.6696	9.6837	10.7646	-0.0025	0.0119	0.0194
Si	-0.1076	0.1686	12.3937	-0.017	0.0092	-0.0106
Si	3.715	-0.152	12.4371	0.0094	0.0205	-0.0091
Si	7.8473	0.1109	12.8019	-0.0115	0.014	-0.027
Si	1.9408	1.3701	12.3767	0.005	-0.0171	-0.0112
Si	5.6424	1.2051	12.7399	0.005	-0.0183	-0.0253
Si	9.6372	1.6072	12.4776	-0.0046	-0.0227	-0.012
Si	-0.0941	5.5955	12.4822	-0.0032	0.0028	-0.0172
Si	3.7925	5.4037	12.5885	-0.0084	0.0204	-0.0075
Si	7.8597	5.5346	12.5887	-0.0054	0.0075	-0.023
Si	1.8891	6.8637	12.6368	0.0111	-0.0191	-0.026
Si	5.7718	6.6663	12.7372	0.0057	-0.0052	-0.0291
Si	9.6584	7.0352	12.3758	-0.0071	-0.0112	-0.0077
O	3.299	10.083	13.8964	-0.0127	-0.0137	0.0085
O	15.3586	-6.4299	14.0056	-0.0027	-0.018	0.001
O	5.0758	2.1918	13.975	-0.0247	0.0197	0.0124
O	9.6801	18.7863	13.8386	0.0004	0.0083	0.0032
O	5.5585	7.442	14.1896	-0.0125	0.0107	0.0277
O	9.7777	2.4228	13.9371	0.0043	0.0107	0.0109
O	8.3824	15.6101	13.9347	0.0197	-0.0158	0.0136
O	2.31	2.3036	13.71	0.0176	0.0149	0.0112
O	-0.461	4.7019	13.8472	-0.0077	-0.0095	0.0077
O	8.4988	10.1955	14.116	0.027	-0.0193	0.0158
O	1.8158	7.854	13.9805	0.0047	0.0328	0.0217
O	11.1861	10.0642	13.654	-0.0169	-0.0092	0.0049
O	9.33	7.02	27.401	0.0056	0.0141	0.0212
O	8.6202	4.5674	27.8839	0.009	-0.0193	0.0031
O	6.7692	3.455	31.1034	-0.0321	-0.0167	-0.0552
O	5.1622	8.6109	28.3582	-0.0187	0.0103	-0.0377
O	5.9528	13.4233	27.9364	-0.0015	0.0208	-0.0089
O	4.9712	0.1213	27.395	0.0013	-0.0012	0.0095
O	-27.5492	-21.5131	28.7724	-0.0298	0.0238	-0.0109
O	6.9009	-4.3057	28.4633	-0.0403	-0.0286	-0.1219
O	9.879	2.2728	28.4845	0.0046	0.0127	-0.0009
O	-7.1198	6.1648	29.1862	0.0072	-0.0076	-0.0132
O	2.6395	4.3103	28.5675	0.0076	0.0333	0.0212
O	11.1966	-6.3337	28.6329	0.0046	-0.0337	-0.0611
Si	1.2706	0.5456	24.2114	-0.0051	-0.007	0.0011
Si	2.8155	6.9433	23.7456	-0.0023	0.0089	0.008
Si	4.3764	5.8329	17.9673	0.0035	0.0025	0.0115
Si	10.0359	8.5001	27.4395	-0.0093	-0.0039	0.0215
Si	11.7829	9.2824	16.8045	-0.0007	0.004	0.0021
Si	-0.3058	7.2718	20.5085	-0.0015	-0.0013	0.0006
Si	2.6812	1.09	19.6339	0.0017	0.0002	0.0119
Si	5.1543	7.8097	15.7209	-0.0031	0.0065	-0.012
Si	-1.4807	5.6089	22.8792	-0.003	-0.001	0.0059
Si	5.1364	9.5061	26.9859	-0.0164	-0.0112	0.0151
Si	3.6562	2.9228	14.3998	0.0124	0.0002	-0.0122
Si	0.3504	13.8596	25.7937	-0.0181	-0.0057	0.0137
Si	-3.7546	3.8606	21.8366	-0.0032	0.0017	0.0035
Si	8.865	-3.6804	18.6432	0.0016	0.0017	0.0106
Si	1.1435	4.4255	23.4629	-0.0019	0.0002	0.0035
Si	-2.4311	2.6777	19.3234	0.0009	0.0057	0.0102
Si	10.0486	3.7489	27.8147	-0.0069	-0.0029	-0.0037
Si	9.7167	8.2998	24.357	-0.0065	0.0084	0.0175
Si	2.5078	9.0471	14.8746	0.0019	-0.0087	-0.0003
Si	2.4426	2.7735	28.008	0.0112	-0.0209	0.0082
Si	6.6213	8.3252	24.8584	0.0078	0.0038	0.0046
Si	9.7921	3.9784	14.4359	-0.0094	0.0067	-0.0136
Si	6.6259	1.249	18.345	-0.0003	-0.0035	0.0138
Si	0.5873	8.7031	28.4263	-0.0367	-0.0037	-0.0017
Si	5.1313	3.0277	26.6255	-0.011	-0.0083	-0.0022
Si	11.2334	0.2666	19.3863	0.0022	-0.0072	0.0046
Si	13.8953	9.0807	25.7971	0.0045	-0.006	0.0164
Si	11.2854	-1.1733	22.083	-0.0027	0.0009	0.0073
Si	5.0989	-2.6782	22.198	-0.0071	-0.0013	0.0092
Si	12.7878	6.4567	18.0316	-0.0032	0.0052	0.0165
Si	6.3972	6.1172	20.353	-0.0013	-0.0013	0.006
Si	9.9074	9.3641	14.3977	-0.0122	0.0074	-0.01
Si	5.0064	-0.6979	19.7711	0.0032	-0.0031	0.0059
Si	3.0538	2.2503	22.539	0.0041	-0.0033	-0.0009
Si	4.1109	2.7524	17.4404	-0.0105	0.0071	0.001
Si	10.3087	-6.0728	17.3905	-0.0048	-0.0054	0.0036
Si	6.8593	9.3891	17.5818	-0.0046	-0.0108	0
Si	5.8156	3.1672	23.7449	-0.001	0.0035	0.0001
Si	5.2402	5.6304	25.2185	-0.0009	-0.0027	-0.0038
O	10.115	1.3882	19.0434	-0.0001	-0.0004	-0.0065
O	5.8442	4.7853	23.9702	-0.0019	-0.0066	0.0053
O	9.4405	-4.6906	17.4972	-0.0003	0.0022	-0.0071
O	9.8914	4.0408	16.0533	0.0069	0.0049	0.0192
O	3.1818	1.5288	21.1077	-0.0009	0.0005	-0.0027
O	4.9324	9.5643	21.2423	-0.001	-0.0012	-0.0035
O	-1.6809	3.9623	18.6823	-0.0039	-0.0068	-0.001
O	3.6405	8.3906	15.8392	0.0124	-0.0045	-0.0051
O	-2.9698	4.9855	22.731	0.0001	-0.0039	-0.0014
O	-3.8381	6.5067	19.5648	-0.0025	-0.0029	-0.0045
O	3.9012	9.1176	26.0111	-0.0042	0.0029	-0.0021
O	0.184	1.6361	24.7851	0.0039	-0.0024	0.0019
O	1.322	4.0108	25.0413	0.0083	0.0059	-0.0088
O	7.3219	0.0119	17.5382	-0.0005	0.0051	-0.0077
O	6.2433	-1.9963	16.1501	0.0059	0.0051	0.0073
O	10.1591	9.3221	23.168	0.002	-0.0025	-0.0038
O	2.6711	12.171	23.7501	0.0014	0.0044	-0.0016
O	5.4369	1.8167	17.3973	0.0021	-0.0006	-0.0078
O	1.0791	0.9337	19.6809	-0.0023	-0.0008	-0.0043
O	1.8967	3.3971	22.4551	0.001	-0.0035	-0.0008
O	1.6217	10.515	25.4638	-0.0019	0.0058	-0.0004
O	4.5044	2.8563	22.863	-0.0055	-0.0044	0.0004
O	7.7156	13.3481	18.6268	0.0032	0	-0.0074
O	-0.9208	-0.3886	20.7861	-0.0003	0.0015	-0.0048
O	-7.0223	4.2421	17.8224	-0.0013	-0.0044	-0.0121
O	8.1128	8.2945	24.2948	0.0045	-0.006	0.0044
O	1.9827	8.0995	24.5392	0.0026	-0.0154	-0.0124
O	7.1398	2.7978	22.8714	0.0033	-0.0035	-0.0023
O	10.5057	3.5488	26.2483	0.0142	-0.0051	-0.0117
O	3.5845	2.5486	26.8498	0.0133	0.0117	0.0064
O	5.6643	8.7809	23.6291	-0.0018	-0.0053	-0.0041
O	5.9614	0.6517	19.7402	-0.0032	-0.0035	-0.0024
O	1.6705	8.5627	27.1914	0.0142	0.0033	-0.0063
O	-0.1213	-0.7371	18.12	-0.0044	0.0109	0.0045
O	12.3313	-0.2286	22.8877	-0.005	-0.0024	-0.0039
O	6.2228	6.8783	25.4924	-0.0012	0.0046	-0.0005
O	1.0488	2.4923	27.2061	-0.0055	0.0104	-0.0089
O	9.0416	9.45	28.357	0.0187	-0.0186	-0.0181
O	3.6487	-3.3796	22.4864	0.0075	0.0009	-0.0014
O	5.7364	13.3707	25.2129	0.0054	-0.0011	-0.0039
O	8.8887	3.0149	20.8999	0.0001	-0.0024	-0.0031
O	5.1863	4.6635	26.533	-0.0058	0.0026	0.0028
O	-1.0348	6.1725	21.4316	0.0036	0.0017	-0.0053
O	1.4131	-1.1305	15.8364	-0.0086	0.0034	0.0004
O	0.6741	-3.1382	17.2677	0.0025	-0.0162	-0.0031
O	3.7534	6.1687	24.8341	-0.0074	0.0027	-0.0024
O	3.4858	10.6355	19.2898	0.0012	-0.0002	-0.0051
O	5.6826	9.1805	18.7194	-0.0025	0.0083	0.0019
O	5.0692	6.1963	19.4036	0.0015	-0.0036	0.0005
O	3.0292	2.2248	18.5278	-0.0042	-0.0077	-0.0028
O	-3.4287	-2.4199	17.9145	0.001	-0.0016	-0.0041
O	3.4103	2.7513	15.9847	0.0033	-0.0037	0.0193
O	10.2147	8.8608	25.8277	-0.0028	-0.0053	-0.0342
O	0.3154	-5.733	17.4144	0.0022	0.0005	-0.0108
O	10.3707	9.2603	15.9612	0.015	-0.0036	0.0068
O	5.2103	6.5441	16.751	-0.0051	-0.0112	0.0024
O	11.9832	-2.5079	21.4378	-0.0005	-0.0055	-0.0026
O	10.1052	7.8429	19.5358	0.0009	-0.0055	-0.0013
O	0.8785	6.5926	19.6304	-0.0028	0.0015	-0.0029
O	-0.4618	4.386	23.2153	0.0019	-0.0012	0.0023
O	6.1401	7.1811	21.5641	0.0003	-0.001	-0.0014
O	1.719	5.9085	23.1549	-0.002	-0.0042	0.0006
O	10.2202	6.773	24.0312	-0.0012	-0.0024	-0.0051
O	2.7907	6.2201	17.8905	-0.001	-0.0035	-0.0103
O	6.5012	-1.5719	26.1057	0.0081	-0.0076	-0.0097
O	6.6765	4.6167	20.9555	0.0008	-0.0002	-0.0023

Results
free energy: -175146.529 eV
free energy less fixed offsets of O -568.88, Si -635.61 eV per atom: -3.379 eV

The program warned: the cutoff lies below the one the program advises for these potential files; the forces do not sum to zero within the program's tolerance; the exchange-correlation potential is rough where the density is thin.
